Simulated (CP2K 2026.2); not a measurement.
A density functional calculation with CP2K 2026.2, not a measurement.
Periodic cell of 504 atoms, Si360O144, from a study of silicon, its oxide and their interface. The atomic structure is a simulated model.
Doubt: the forces sum to 3.91 eV/angstrom along one axis rather than to zero, so they err by at least 0.0078 eV/angstrom per atom on average; the grid cutoff is modest.

Settings
functional: PBE
method: Gaussian and plane waves
basis set: DZVP-MOLOPT-SR-GTH
pseudopotentials: GTH-PBE
grid cutoff: 300 Ry, relative cutoff 40 Ry
k points: Gamma only
occupations: fixed
spin: none
net charge: 0

Cell vectors (angstrom)
a 16.32 0 0
b 0 16.32 0
c -7.038 -5.0863 33.6299

Atoms and the computed forces on them: element, x, y, z (angstrom), force x, y, z (eV/angstrom)
Si 1.056 -1.106 0.013 0.151 -0.162 0.721
Si 4.402 1.101 0.159 -0.132 0.043 0.765
Si 1.046 4.223 0.049 0.294 -0.091 0.722
Si 3.81 7.067 0.055 0.103 -0.105 0.774
Si 1.63 -7.012 0.017 -0.143 0.094 0.76
Si 4.324 -4.363 0.017 -0.13 0.226 0.75
Si 6.592 -1.12 0.101 0.123 -0.164 0.763
Si 9.171 1.602 0.187 0.182 -0.093 0.781
Si 7.016 3.833 0.233 -0.144 0.12 0.806
Si 9.725 6.554 -0.03 -0.222 0.253 0.665
Si 6.655 9.824 -0.041 0.138 -0.273 0.71
Si -6.544 -4.213 0 -0.159 0.162 0.76
Si -3.687 -1.565 0.032 -0.212 0.073 0.733
Si -1.096 1.172 0.24 -0.101 0.049 0.717
Si -4.387 4.27 0.062 0.245 -0.113 0.731
Si -1.056 6.591 0.028 -0.267 0.1 0.698
Si -4.377 -6.497 -0.028 0.098 -0.194 0.705
Si -1.667 -3.95 0.085 0.235 -0.01 0.714
Si 2.71 -0.03 1.33 -0.003 0.008 -0.048
Si 5.469 2.667 1.524 -0.005 -0.017 -0.06
Si 2.686 5.415 1.301 -0.015 0.017 -0.053
Si 5.477 8.207 1.27 -0.025 0.01 -0.048
Si 2.765 -5.47 1.366 0.001 -0.013 -0.067
Si 5.419 -2.733 1.326 -0.005 0.008 -0.039
Si 8.099 0.012 1.496 -0.019 -0.001 -0.065
Si -5.474 2.702 1.406 -0.012 0.001 -0.071
Si 8.185 5.468 1.39 0.017 -0.023 -0.043
Si -5.481 8.187 1.263 0.006 -0.011 -0.048
Si 8.194 -5.374 1.321 0.016 0.001 -0.037
Si -5.375 -2.657 1.303 0.014 -0.009 -0.061
Si -2.664 -0.032 1.462 0.002 -0.016 -0.065
Si 0.028 2.732 1.521 0.007 -0.002 -0.04
Si -2.725 5.446 1.268 -0.002 0.001 -0.042
Si 0.041 8.172 1.344 0.017 0 -0.057
Si -2.823 -5.451 1.406 -0.018 0.006 -0.049
Si -0.023 -2.755 1.309 -0.012 0.018 -0.043
Si 1.439 1.358 2.772 0.004 -0.029 0.022
Si 4.055 4.096 2.713 -0.005 0.011 0.015
Si 1.359 6.778 2.724 0.009 -0.008 0.037
Si 4.14 9.519 2.726 0.003 -0.022 0.043
Si 1.365 -4.091 2.665 0 0.004 0.005
Si 4.039 -1.407 2.71 0.004 0.011 0.025
Si 6.791 1.338 2.903 0.007 0.009 0.055
Si 9.526 4.097 2.776 -0.002 -0.007 0.045
Si 6.787 6.834 2.675 -0.019 -0.003 0.01
Si 9.489 -6.805 2.676 0.008 0.007 0.018
Si 6.825 -4.041 2.699 -0.007 0 0.019
Si -6.764 -1.356 2.706 -0.008 -0.019 0.012
Si -4.087 1.343 2.73 0.006 0.016 0.011
Si -1.424 4.1 2.74 -0.005 0.011 0.011
Si -4.071 6.841 2.637 -0.004 0.001 0.007
Si -1.371 -6.804 2.672 0.003 -0.009 0.01
Si -4.12 -4.051 2.76 0.002 0.027 0.043
Si -1.314 -1.409 2.785 0.012 -0.022 0.041
Si 0.042 -0.009 4.102 -0.009 -0.008 -0.017
Si 2.748 2.737 4.123 -0.002 -0.009 0.002
Si -0.029 5.448 4.085 0.006 -0.002 -0.012
Si 2.746 8.148 4.062 0.014 -0.009 -0.01
Si -0.004 -5.444 4.032 0.004 0.009 0.001
Si 2.7 -2.751 4.078 0 0.001 0.001
Si 5.386 -0.053 4.132 -0.007 0.008 -0.01
Si 8.178 2.742 4.16 0.001 -0.003 -0.008
Si 5.434 5.464 4.047 0.015 -0.012 0.003
Si 8.143 -8.147 4.06 0.011 0.008 -0.003
Si 5.477 -5.42 4.073 -0.014 0.001 -0.014
Si 8.185 -2.71 4.072 -0.013 0.011 -0.002
Si -5.437 -0.002 4.095 -0.003 -0.003 0.002
Si -2.746 2.718 4.093 0.01 0.007 0.009
Si -5.408 5.48 4.062 0.011 0.001 -0.013
Si -2.72 8.163 4.046 -0.022 -0.016 0.002
Si -5.48 -5.446 4.07 -0.005 0.01 -0.008
Si -2.715 -2.738 4.12 -0.007 0.01 -0.012
Si 1.345 -1.365 16.339 0.004 0.001 -0.01
Si 4.088 1.345 16.336 -0.006 -0.003 -0.005
Si 1.347 4.065 16.321 -0.008 0.004 -0.003
Si 4.041 6.774 16.243 0.002 0.009 -0.021
Si 1.355 -6.794 16.252 0.016 -0.005 -0.014
Si 4.081 -4.062 16.302 0.003 0.005 -0.013
Si 6.811 -1.336 16.336 0.015 0.002 -0.006
Si -6.794 1.347 16.357 -0.021 -0.002 -0.011
Si 6.807 4.05 16.297 -0.008 0.007 -0.013
Si -6.796 6.801 16.293 -0.006 -0.005 -0.009
Si 6.819 -6.775 16.297 0.007 0.01 -0.006
Si -6.783 -4.061 16.338 0.022 0 -0.001
Si -4.085 -1.363 16.401 -0.002 0.003 0.002
Si -1.395 1.333 16.358 -0.004 0.004 -0.008
Si -4.071 4.056 16.325 -0.01 0 -0.01
Si -1.355 6.788 16.273 -0.005 -0.005 -0.01
Si -4.077 9.554 16.288 0.006 0.01 -0.008
Si -1.378 -4.055 16.341 0.016 -0.017 -0.007
Si 2.732 -0.03 17.689 -0.006 0.006 0
Si 5.461 2.707 17.688 0.018 -0.004 -0.001
Si 2.718 5.431 17.663 0.01 0.002 0.01
Si 5.404 8.149 17.537 0 -0.001 -0.006
Si 2.66 -5.395 17.611 -0.007 -0.006 0.011
Si 5.456 -2.717 17.669 -0.009 -0.002 -0.009
Si 8.157 0.009 17.737 0.01 -0.007 0.003
Si -5.409 2.69 17.712 0.003 0.015 -0.001
Si 8.195 5.392 17.629 0.01 0.01 0.013
Si -5.465 8.222 17.618 -0.006 -0.018 -0.015
Si 8.171 -5.406 17.692 -0.02 -0.016 -0.009
Si -5.432 -2.748 17.765 -0.004 0.001 0.025
Si -2.722 -0.018 17.794 0.009 -0.005 -0.006
Si -0.047 2.725 17.676 0.014 -0.002 0.011
Si -2.717 5.452 17.645 0.021 0.007 0.004
Si 0.056 -8.207 17.595 0.011 0.009 -0.007
Si -2.729 -5.432 17.685 -0.019 0.001 0.019
Si -0.041 -2.686 17.725 0.002 0.003 -0.004
Si 1.316 1.328 18.984 -0.011 -0.004 -0.039
Si 4.098 4.084 19.011 0.002 0.011 -0.016
Si 1.347 6.763 19.036 -0.008 0.005 -0.016
Si 4.008 -6.828 18.851 -0.001 -0.018 -0.044
Si 1.345 -4.03 19.044 0.031 -0.014 -0.022
Si 4.129 -1.375 19.055 -0.015 0.009 -0.018
Si 6.825 1.405 19.111 0.01 0.01 -0.02
Si -6.744 4.074 19.049 -0.022 0.015 -0.025
Si 6.77 6.781 18.849 -0.029 -0.005 -0.053
Si -6.78 9.564 19.043 0.006 0.013 -0.017
Si 6.781 -4.076 19.057 0.014 0.001 -0.013
Si 9.476 -1.396 19.105 0.004 -0.012 -0.035
Si -4.089 1.348 19.153 -0.007 0.009 -0.008
Si -1.384 4.117 19.054 0.01 0 -0.038
Si -4.09 6.873 18.919 0.003 0.005 -0.023
Si -1.271 -6.822 18.897 0.001 0.005 -0.03
Si -4.061 -4.121 19.152 -0.001 0.004 -0.038
Si -1.383 -1.393 19.196 -0.007 -0.008 0.002
Si 0.009 0.022 20.475 0.007 0.041 0.061
Si 2.673 2.724 20.277 -0.01 0.004 0.04
Si 0.001 5.446 20.461 0.003 -0.006 0.044
Si 2.732 8.156 20.295 0.007 0 0.053
Si 0.011 -5.489 20.321 0.005 -0.003 0.045
Si 2.753 -2.709 20.428 -0.017 -0.013 0.052
Si 5.45 0.016 20.439 0.001 0.005 0.034
Si 8.252 2.739 20.488 -0.001 -0.009 0.048
Si 5.506 5.452 20.304 0.016 -0.005 0.058
Si 8.05 8.184 20.187 -0.008 -0.005 0.029
Si 5.325 -5.496 20.213 -0.014 -0.009 0.056
Si 8.085 -2.747 20.513 0.027 0.008 0.034
Si -5.44 -0.078 20.483 -0.01 -0.032 0.073
Si -2.771 2.812 20.466 -0.002 0.004 0.049
Si -5.434 5.579 20.316 -0.022 0.018 0.031
Si -2.637 -8.149 20.208 0.002 0.001 0.039
Si -5.444 -5.488 20.539 0.031 0.001 0.037
Si -2.684 -2.815 20.615 -0.028 -0.023 0.055
Si 1.692 -1.074 21.738 -0.224 -0.133 -0.72
Si 3.826 1.228 21.61 0.182 0.053 -0.688
Si 1.181 3.815 21.701 0.071 0.272 -0.741
Si 4.34 7.03 21.555 -0.133 -0.111 -0.745
Si 1.577 -6.623 21.627 -0.146 -0.257 -0.732
Si 3.819 -4.429 21.632 0.088 0.251 -0.718
Si 6.968 -1.12 21.842 -0.256 -0.26 -0.679
Si -7.008 1.059 21.809 0.21 0.27 -0.718
Si 7.151 4.449 21.657 -0.091 -0.164 -0.762
Si -7.075 6.759 21.533 0.173 0.038 -0.668
Si 6.456 -7.055 21.495 0.073 0.034 -0.749
Si 9.646 -3.918 21.834 -0.132 -0.215 -0.729
Si -4.393 -1.724 21.836 0.184 0.097 -0.779
Si -1.128 1.697 21.704 -0.084 -0.166 -0.766
Si -3.904 4.503 21.705 -0.069 -0.217 -0.676
Si -1.609 6.665 21.679 0.264 0.06 -0.671
Si -3.706 -6.681 21.639 -0.245 0.069 -0.715
Si -1.471 -4.499 21.833 0.059 0.242 -0.655
Si 2.638 -4.629 26.072 -0.065 -0.053 -0.012
Si 6.344 4.247 24.621 0.023 0.027 -0.072
Si 0.296 5.472 -4.724 -0.031 -0.066 0.036
Si 1.371 -2.462 -2.813 -0.072 -0.042 0.095
Si 5.021 -4.669 24.433 -0.039 -0.138 0.005
Si -6.601 0.378 -2.686 -0.049 0.013 -0.032
Si 7.761 -5.36 23.883 0.027 0.072 -0.093
Si -0.313 -1.275 -5.143 0.02 0.051 -0.029
Si -0.848 3.947 -7.272 0.116 0.113 0.041
Si -7.77 2.033 -4.977 0.148 -0.102 -0.016
Si -3.345 -2.162 -5.1 -0.007 0.087 -0.153
Si 5.543 1.686 -4.979 -0.07 -0.042 0.021
Si 2.494 5.654 23.744 0.004 0.044 -0.141
Si 0.009 -5.31 -2.128 0.002 0.023 0.058
Si 0.791 -1.28 24.646 -0.021 -0.05 -0.087
Si 5.978 -3.264 -7.126 0.051 0.021 0.046
Si -7.201 3.6 26.069 -0.009 0.041 -0.08
Si -0.009 -4.042 24.678 -0.027 -0.005 -0.093
Si 5.103 -0.38 -6.918 -0.045 0.012 -0.022
Si -4.774 4.93 24.489 -0.159 -0.073 -0.123
Si -5.275 7.943 23.712 -0.113 -0.064 -0.146
Si 3.263 1.893 -6.809 0.124 -0.035 -0.011
Si 5.443 7.104 -4.055 -0.004 -0.003 -0.003
Si 6.715 -4.075 -4.17 -0.067 -0.092 0.07
Si 5.987 -0.836 24.72 0.029 0.061 -0.15
Si 3.928 2.497 -2.613 0.099 0.008 0.054
Si 0.505 1.193 -6.543 0.002 -0.111 0.038
Si 4.284 -6.998 25.944 -0.025 -0.032 -0.01
Si 2.755 7.397 -5.172 0.102 -0.021 0.023
Si 7.214 -7.019 -3.082 0.022 0.044 0.111
Si -3.483 -5.245 -5.145 0.125 -0.118 -0.033
Si 0.26 7.9 23.813 -0.028 0.01 -0.143
Si -1.655 1.84 -2.634 -0.006 0.008 0.12
Si 4.755 1.808 24.452 -0.028 -0.08 -0.003
Si -7.902 -2.367 -2.188 0 0.04 0.196
Si 3.387 -0.306 25.903 -0.026 0.03 -0.049
Si -6.76 7.344 -3.051 0.02 -0.036 0.12
Si -3.537 4.105 -2.819 -0.021 -0.021 0.065
Si -1.373 0.82 24.564 -0.085 -0.033 -0.074
Si 3.735 -3.95 -3.021 0.103 -0.036 0.074
Si 2.371 -5.835 -4.933 0.027 -0.024 -0.034
Si 5.254 5.172 -2.014 0.016 -0.047 0.158
Si -0.486 -6.077 -5.016 -0.026 0.047 0.071
Si -3.959 -7.421 -2.98 -0.092 -0.002 0.13
Si 4.421 -5.845 -7.225 0.03 -0.011 0.057
Si 1.122 2.989 -2.888 -0.13 0.06 0.195
Si -6.563 -6.439 25.738 -0.066 0.006 -0.035
Si -1.881 6.802 -2.877 0.042 -0.108 0.053
Si 4.478 6.141 25.766 0.022 0.131 -0.019
Si -3.816 -0.8 24.808 -0.107 -0.055 -0.074
Si -6.067 4.686 -4.641 -0.016 0.11 0.022
Si -3.852 -0.227 -2.831 0.153 0.087 0.123
Si -6.346 0.89 24.808 -0.048 0.059 -0.167
Si 5.179 7.775 -6.782 -0.029 -0.043 0.058
Si 1.374 -1.377 5.46 0.004 0.005 0.012
Si 4.078 1.356 5.48 0.008 -0.004 0.015
Si 1.341 4.084 5.442 -0.003 0.011 0.011
Si 4.087 6.801 5.439 -0.007 0.005 0.007
Si 1.364 9.518 5.4 -0.001 -0.007 0.001
Si 4.085 -4.091 5.43 0.011 0.005 0.012
Si 6.803 -1.381 5.451 -0.001 0.008 0.01
Si 9.538 1.359 5.473 -0.004 0.007 0.014
Si 6.786 4.113 5.449 -0.011 -0.007 0.01
Si -6.797 6.819 5.415 -0.008 -0.012 0.012
Si 6.808 -6.791 5.441 -0.004 0.003 0.01
Si -6.814 -4.087 5.446 0.007 -0.013 0.013
Si -4.074 -1.359 5.454 -0.003 -0.009 0.012
Si -1.354 1.358 5.43 0.004 -0.007 0.004
Si -4.085 4.098 5.443 -0.014 0.004 0.015
Si -1.373 6.815 5.436 -0.002 -0.006 0.015
Si -4.085 -6.796 5.41 0.012 0.004 0.006
Si -1.348 -4.107 5.442 0.006 0.012 0.007
Si 2.715 -0.006 6.825 -0.002 0.001 0.002
Si 5.447 2.729 6.812 0 -0.005 0.001
Si 2.717 5.441 6.794 0.001 -0.006 0.002
Si 5.443 -8.154 6.797 0.005 0.002 -0.002
Si 2.717 -5.449 6.783 0.005 0.002 -0.003
Si 5.44 -2.736 6.806 -0.004 -0.004 0.002
Si 8.156 -0.004 6.808 -0.002 0.006 -0.002
Si -5.431 2.733 6.815 0.008 -0.002 0.002
Si -8.155 5.463 6.794 0.001 0.005 -0.003
Si -5.44 -8.151 6.785 -0.002 0.005 -0.006
Si -8.163 -5.441 6.814 -0.011 -0.001 0.003
Si -5.443 -2.726 6.798 -0.004 0.004 0.002
Si -2.713 0.006 6.802 -0.003 0.002 0.001
Si -0.007 2.718 6.803 0.006 -0.002 0
Si -2.719 5.446 6.802 0.003 0.002 0.001
Si 0.002 8.172 6.783 -0.006 -0.005 -0.001
Si -2.723 -5.455 6.792 0.001 -0.007 0.002
Si 0 -2.734 6.804 0.003 0.003 0.001
Si 1.348 1.357 8.168 -0.005 -0.013 -0.001
Si 4.073 4.081 8.161 -0.004 -0.006 -0.006
Si 1.356 6.806 8.149 0.002 0 -0.004
Si 4.076 -6.8 8.155 -0.003 -0.01 -0.002
Si 1.366 -4.087 8.158 -0.002 0 -0.006
Si 4.087 -1.366 8.167 0.015 0.014 -0.006
Si 6.805 1.364 8.166 0 0.012 0.004
Si -6.806 4.09 8.159 -0.006 -0.007 -0.001
Si 6.805 6.812 8.161 0 0.003 -0.005
Si -6.793 -6.799 8.16 0.001 0.008 -0.005
Si 6.795 -4.087 8.173 -0.006 -0.01 0
Si -6.801 -1.365 8.162 -0.003 -0.002 -0.007
Si -4.069 1.368 8.165 0.001 0.009 -0.004
Si -1.363 4.082 8.161 0 0.002 -0.001
Si -4.087 6.805 8.154 -0.003 -0.003 -0.005
Si -1.36 -6.803 8.157 0.005 -0.001 -0.006
Si -4.078 -4.085 8.152 0.004 0.001 -0.001
Si -1.359 -1.364 8.157 0.003 -0.004 -0.003
Si -0.007 -0.006 9.525 -0.006 0.006 0
Si 2.716 2.717 9.519 0.005 0.004 -0.001
Si 0 5.442 9.513 0.008 0 -0.002
Si 2.717 -8.16 9.514 -0.002 0 -0.006
Si -0.002 -5.439 9.516 -0.001 -0.001 0
Si 2.72 -2.722 9.523 0.002 -0.002 -0.005
Si 5.444 -0.001 9.522 -0.002 -0.002 0.001
Si -8.157 2.724 9.522 0.001 -0.003 0.004
Si 5.442 5.442 9.513 0.003 -0.001 -0.004
Si -8.154 -8.154 9.523 0.002 0.003 -0.001
Si 5.432 -5.443 9.525 -0.001 0.001 -0.001
Si -8.161 -2.722 9.524 -0.011 -0.002 -0.002
Si -5.438 0.003 9.514 0.003 0.005 -0.001
Si -2.716 2.722 9.528 0.005 -0.001 0.004
Si -5.441 5.443 9.52 -0.004 0.001 0
Si -2.724 -8.161 9.515 0.003 -0.006 -0.001
Si -5.439 -5.437 9.519 -0.003 -0.01 -0.004
Si -2.723 -2.721 9.513 -0.002 0.006 -0.003
Si 1.356 -1.362 10.883 0.001 0.004 0.001
Si 4.076 1.354 10.878 -0.001 0.001 0
Si 1.356 4.076 10.875 -0.002 0 0
Si 4.079 -9.522 10.871 -0.001 0.001 -0.001
Si 1.358 -6.799 10.874 0.004 -0.008 -0.001
Si 4.078 -4.077 10.886 0.003 -0.007 0.001
Si 6.803 -1.359 10.884 0.006 0.006 -0.001
Si -6.797 1.36 10.878 -0.007 0.011 0.002
Si -9.522 4.081 10.879 -0.004 0 0.001
Si -6.8 -9.52 10.883 -0.001 0.001 0.002
Si -9.516 -6.795 10.879 -0.003 -0.009 0
Si -6.797 -4.077 10.881 0.004 0.002 0
Si -4.08 -1.357 10.874 0 -0.005 -0.001
Si -1.363 1.354 10.886 0.001 -0.004 0.001
Si -4.083 4.078 10.883 0.001 -0.004 0.003
Si -1.367 6.795 10.873 -0.001 -0.002 -0.003
Si -4.081 -6.797 10.877 0 0.006 -0.002
Si -1.361 -4.075 10.875 0.001 0.001 0
Si 2.714 0.001 12.244 0.004 0.001 0.001
Si 5.441 2.71 12.233 -0.003 -0.002 0.001
Si 2.721 5.432 12.228 0.004 0.001 0.002
Si 5.444 -8.162 12.226 0.007 0.005 -0.005
Si 2.713 -5.436 12.237 -0.003 -0.001 0.001
Si 5.439 -2.713 12.244 0 0.005 0.002
Si 8.169 -0.003 12.241 0.001 -0.002 0
Si -5.439 2.712 12.245 -0.001 -0.005 0.001
Si -8.158 5.435 12.242 -0.001 0.001 0.002
Si -5.437 -8.159 12.238 -0.003 -0.005 0.001
Si -8.16 -5.431 12.241 -0.003 -0.003 0.001
Si -5.44 -2.709 12.238 0.005 0.008 0.002
Si -2.726 -0.004 12.246 0.002 0.009 0
Si 0.002 2.711 12.24 0.001 0.005 0.001
Si -2.718 5.432 12.241 0.002 0.001 0.001
Si -0.012 8.164 12.224 0 -0.004 0
Si -2.729 -5.426 12.233 -0.001 -0.009 0.002
Si -0.01 -2.715 12.245 -0.002 -0.004 0.005
Si 1.354 1.355 13.613 0 0.002 0.001
Si 4.073 4.059 13.589 0.004 0.006 0.006
Si 1.347 6.794 13.567 -0.001 0.009 0.002
Si 4.094 -6.791 13.577 0.005 -0.02 -0.002
Si 1.348 -4.078 13.599 0.008 -0.008 0.008
Si 4.074 -1.355 13.603 -0.004 0.007 0.005
Si 6.804 1.351 13.595 0.006 -0.002 0.002
Si -6.797 4.072 13.604 -0.006 0 0.006
Si 6.795 -9.523 13.592 -0.009 0.005 0.001
Si -6.796 -6.793 13.592 0.007 -0.003 -0.001
Si 6.812 -4.058 13.605 0 -0.006 0.008
Si 9.531 -1.353 13.612 -0.001 -0.001 0.005
Si -4.092 1.343 13.612 0.003 0.005 0.005
Si -1.365 4.056 13.599 0.009 -0.008 0.002
Si -4.077 6.796 13.596 0.009 -0.007 0
Si -1.373 9.53 13.581 -0.006 0.012 0
Si -4.078 -4.056 13.601 -0.011 0.002 -0.003
Si -1.367 -1.355 13.615 -0.003 0.005 0.006
Si -0.011 0.003 14.983 0.003 0 0.006
Si 2.721 2.707 14.973 0.006 -0.002 -0.002
Si 0.006 5.422 14.934 0.001 0.006 -0.003
Si 2.713 8.165 14.899 0.001 0.007 -0.002
Si -0.035 -5.424 14.95 -0.006 -0.009 0
Si 2.704 -2.712 14.957 -0.003 -0.006 0.002
Si 5.443 -0.001 14.961 -0.001 -0.004 0.004
Si 8.174 2.692 14.96 0 0 0.001
Si 5.44 5.413 14.935 -0.003 0 0
Si 8.16 -8.157 14.941 0 -0.002 0.001
Si 5.446 -5.423 14.945 -0.001 0.001 0.005
Si 8.174 -2.7 14.978 -0.002 0.009 0.001
Si -5.433 -0.014 15.002 0.003 0.01 0.004
Si -2.727 2.692 14.965 0.007 -0.002 0.002
Si -5.427 5.429 14.959 0.003 0.004 0.001
Si -2.722 8.169 14.944 -0.003 0.002 -0.006
Si -5.445 -5.414 14.945 -0.001 -0.006 -0.003
Si -2.735 -2.696 14.988 -0.001 -0.003 0.007
O 4.36 2.05 22.906 0.105 0.629 -0.074
O 0.951 -7.2 23.017 0.168 0.198 0.503
O 7.276 -1.712 -1.247 -0.383 -0.047 -0.361
O -4.741 4.135 23.073 -0.24 -0.525 -0.155
O 5.429 8.132 22.087 0.117 0.027 0.317
O -6.845 2.05 25.809 -0.148 -0.011 0.584
O 4.186 4.09 -2.532 -0.547 0.24 -0.084
O -3.914 -1.642 -6.515 0.423 0.318 -0.152
O 7.118 -6.264 22.729 0.095 0.134 0.105
O -7.132 7.026 -1.497 -0.21 0.135 -0.222
O 5.98 7.042 -5.581 0.469 -0.443 -0.066
O 6.531 3.928 23.055 -0.454 -0.111 0.002
O -0.038 0.061 -0.354 0.294 -0.062 -0.438
O -5.46 5.429 -0.356 0.107 -0.283 -0.322
O -4.006 3.585 -1.362 0.169 -0.684 -0.008
O -2.851 5.542 -2.652 -0.173 0.081 0.122
O -3.716 -3.694 -4.865 -0.107 -0.114 0.545
O -7.132 -3.516 -1.349 -0.286 -0.122 -0.232
O 3.643 6.337 22.841 0.205 -0.113 0.528
O -5.325 8.067 -3.143 0.021 0.314 -0.1
O -1.746 1.972 -1.022 -0.364 0.366 0.039
O -0.096 1.931 -3.04 0.286 -0.682 -0.456
O -0.834 -5.031 25.627 0.141 -0.496 0.092
O 0.083 0.154 24.522 0.339 0.378 -0.024
O 6.415 -1.555 23.327 0.025 -0.296 0.133
O -2.664 -2.758 -0.447 0.134 0.111 -0.402
O 6.867 -1.23 26.01 -0.066 0.014 0.374
O -7.122 1.243 -6.234 0.086 -0.132 -0.074
O 1.348 3.455 -1.349 0.544 -0.024 -0.061
O 4.486 6.352 -1.233 0.161 0.157 -0.439
O -5.614 4.993 -6.158 0.444 0.402 -0.033
O 7.347 -6.875 -1.469 0.5 0.01 0.096
O -8.068 5.586 22.101 0.055 -0.078 0.294
O -5.093 0.76 -3.157 0.168 0.386 -0.126
O 1.964 4.298 23.051 0.382 -0.108 0.291
O 8.117 2.752 -0.294 0.14 0.171 -0.109
O -5.477 -5.363 -0.481 0.005 -0.057 -0.254
O 1.019 -6.247 -1.284 -0.074 -0.018 -0.179
O 2.666 -5.496 22.076 -0.26 -0.086 0.192
O -7.878 -7.94 -3.599 0.142 -0.033 -0.383
O 3.701 -3.885 -1.404 -0.28 0.311 -0.082
O -1.408 7.282 -1.405 -0.141 0.604 -0.324
O 1.275 -1.734 23.167 -0.024 -0.462 0.067
O 4.476 -1.227 25.132 -0.222 -0.679 -0.256
O 1.556 -4.436 24.869 0.182 -0.07 -0.423
O 4.153 7.73 25.736 -0.453 -0.182 -0.06
O -4.11 -7.695 22.844 0.222 -0.314 0.3
O 2.229 -7.439 -4.818 -0.434 -0.008 0.058
O -5.547 -2.81 22.274 -0.129 -0.064 0.091
O 1.244 6.64 23.862 0.183 -0.188 0.01
O -0.329 -7.398 -5.96 0.021 -0.452 0.265
O 1.985 -1.068 25.702 -0.167 -0.276 0.439
O -0.353 2.437 -7.061 0.046 -0.19 -0.35
O -3.837 -1.106 23.226 0.158 0.243 0.046
O -2.366 -0.253 25.231 0.165 -0.426 0.254
O -6.694 0.868 -1.166 0.179 -0.027 -0.028
O 3.354 -5.38 -6.115 0.004 0.429 0.104
O -8.003 -6.382 25.004 -0.365 -0.509 0.23
O -3.746 -7.081 -1.411 0.33 -0.105 -0.05
O -1.848 1.15 23.058 -0.242 -0.294 -0.077
O 5.55 0.129 -5.441 0.255 -0.501 0.408
O 5.231 3.185 25.137 -0.125 0.095 0.335
O 5.828 -7.794 -3.394 -0.559 0.179 0.035
O -2.732 5.568 22.158 0.041 -0.262 0.218
O 1.578 -1.697 -1.405 0.227 0.122 -0.395
O -7.099 3.458 -4.687 -0.156 -0.022 0.29
O -3.964 -6.08 -3.861 -0.348 0.294 0.15
O 2.776 0.086 22.141 0.327 0.106 0.51
O 4.574 -4.036 23.016 0.346 0.478 0.25
O 0.038 2.748 22.185 0.017 -0.087 0.316
O -0.528 4.84 -5.965 -0.257 0.104 0.023
O -4.083 -0.767 -1.325 -0.135 -0.037 -0.195
O 7.74 4.036 25.374 0.091 0.397 0.186
O 4.084 -4.034 25.598 0.176 0.441 0.079
O -6.725 5.99 -3.938 -0.127 -0.085 -0.169
O 4.793 -6.288 24.567 0.229 -0.248 -0.403
O 4.447 2.484 -5.877 0.042 0.626 0.015
O -1.898 -5.425 -5.465 0.017 0.148 -0.411
O 5.118 1.784 -3.429 0.44 -0.303 0.43
O 6.014 0.776 24.502 0.593 0.121 -0.217
O -4.842 0.406 25.132 0.248 0.248 0.248
O 2.713 -8.148 -0.485 0.048 -0.129 -0.302
O 0.4 -1.99 -6.411 0.285 -0.619 0.076
O -6.577 7.682 22.788 -0.32 0.642 0.043
O 5.483 -5.426 -0.426 -0.043 -0.011 -0.398
O 6.703 -3.739 -5.757 0.547 -0.21 0.011
O 7.729 -3.044 -3.469 0.121 0.22 -0.481
O -6.884 -1.219 -2.691 0.573 -0.311 -0.263
O -1.233 -4.86 -1.199 -0.249 -0.295 -0.159
O 8.126 -0.01 22.126 0.153 0.132 0.479
O -1.772 -1.905 -5.026 0.203 0.072 0.109
O 3.484 1.171 25.23 -0.36 0.364 -0.049
O 3.843 1.872 -1.139 -0.19 0.276 -0.092
O -2.64 -5.584 22.25 -0.2 0.015 0.304
O -0.017 5.39 -0.361 0.009 0.293 -0.255
O -4.767 4.215 -3.825 0.058 -0.219 -0.249
O 5.001 -1.989 -6.878 -0.542 -0.088 -0.017
O -6.123 -4.883 25.866 0.26 0.135 -0.614
O 0.69 -3.912 -2.574 0.048 -0.008 -0.224
O 6.989 2.322 -5.237 -0.083 0.525 0.018
O -2.438 3.053 -3.357 0.04 0.063 -0.542
O 6.342 4.445 -1.1 0.132 -0.089 -0.241
O -3.36 4.634 25.196 0.127 -0.695 -0.11
O 5.449 -6.949 -6.639 0.718 -0.007 0.285
O 2.823 -2.695 -3.496 0.154 0.341 -0.478
O -7.371 -4.485 23.204 -0.012 -0.071 0.498
O 5.489 -0.006 -0.37 0.184 -0.177 -0.308
O -7.649 1.106 -3.658 -0.59 -0.182 -0.147
O 3.156 5.39 25.193 -0.232 -0.444 0.463
O 6.621 -4.413 24.557 0.29 0.277 0.458
O -4.09 -2.172 25.611 -0.283 -0.013 -0.004
O 0.476 -1.548 -3.777 -0.023 0.45 0.183
O 0.891 -5.23 -5.263 0.003 0.546 -0.309
O -0.17 -2.487 25.143 -0.444 0.125 0.225
O 1.901 1.746 -5.951 -0.017 0.056 0.607
O 5.227 -3.847 -3.586 -0.115 0.266 -0.027
O -2.728 8.006 -3.526 0.246 0.101 -0.384
O -4.026 -1.422 -3.866 -0.09 -0.163 0.182
O -0.661 6.431 -3.85 0.263 0.267 -0.123
O 0.844 4.275 -3.805 0.141 0.119 0.03
O 3.587 7.465 -6.572 -0.405 -0.185 -0.438
O 3.827 6.955 -4.041 -0.046 -0.155 0.573
O -0.589 -4.161 23.167 0.255 0.357 -0.089
O -6.004 4.48 25.424 -0.009 0.229 0.172
O 1.548 6.346 -5.253 0.091 -0.172 -0.463
O -3.304 -4.678 26.325 -0.4 -0.303 -0.404
O -4.443 -5.635 -6.386 -0.442 -0.597 0.241
O -1.074 7.443 23.013 -0.305 0.162 0.283
O -0.339 0.323 -5.464 -0.188 0.284 0.269
O -1.88 6.717 25.911 -0.186 -0.187 -0.323
O 3.015 -5.305 -3.548 -0.043 -0.39 0.254
O 5.771 5.746 24.855 0.315 0.649 -0.448
O -0.518 -6.201 -3.387 -0.335 -0.343 -0.007
O -6.389 -1.143 -7.289 -0.328 -0.428 0.475
O 6.056 5.862 -3.235 0.337 -0.365 -0.156
O -1.339 2.174 25.426 0.28 0.345 -0.24
O -7.238 -0.439 25.046 -0.002 -0.154 -0.69
O -2.397 0.456 -3.034 0.363 -0.222 -0.485
O -4.824 6.526 24.297 0.295 0.148 0.291
O 7.202 -5.588 -3.839 0.237 -0.003 -0.365
O -5.561 -7.339 24.892 0.304 0.166 0.293
O -0.029 -7.946 25.326 0.266 0.451 0.15
O -6.446 1.456 23.292 0.465 0.419 0.331
O 2.497 2.265 -3.314 -0.003 -0.504 -0.549

Results
total energy: -101658.355 eV
total energy less fixed offsets of O -438.25, Si -107.07 eV per atom: -5.155 eV
